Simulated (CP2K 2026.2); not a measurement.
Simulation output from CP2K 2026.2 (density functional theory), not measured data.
Periodic cell of 432 atoms, Si324O108, from a study of silicon, its oxide and their interface. The atomic structure is a simulated model.
Doubt: the forces sum to 1.71 eV/angstrom along one axis rather than to zero, so they err by at least 0.0040 eV/angstrom per atom on average; the grid cutoff is modest.

Settings: functional PBE; method Gaussian and plane waves; basis set DZVP-MOLOPT-SR-GTH; pseudopotentials GTH-PBE; grid cutoff 300 Ry, relative cutoff 40 Ry; k points Gamma only; occupations fixed; spin none; net charge 0.

Cell vectors (angstrom)
a 16.32 0 0
b 0 16.32 0
c -0.0479 -2.7532 29.5312

Atoms and the computed forces on them: element, x, y, z (angstrom), force x, y, z (eV/angstrom)
Si 1.5652 -1.6234 -0.0087 -0.1637 0.1518 0.7242
Si 4.288 1.1084 0.0412 -0.2106 0.1243 0.7235
Si 1.1759 4.3885 -0.0259 0.0763 -0.1945 0.7133
Si 4.3239 6.5888 0.0441 -0.0964 0.1935 0.7369
Si 1.1072 -6.5805 0.0597 0.1884 -0.1027 0.7346
Si 3.8392 -3.7664 0.0531 0.0419 -0.2087 0.7372
Si 6.4558 -1.1567 0.1581 0.2058 0.0199 0.7243
Si 9.9538 0.892 0.0449 -0.2505 0.2464 0.715
Si 6.456 4.3158 0.1207 0.078 -0.0414 0.7228
Si 9.2215 7.0281 -0.0208 0.1914 -0.0828 0.7239
Si 7.1184 9.3402 0.0115 -0.1867 0.0916 0.749
Si -6.4473 -4.1963 0.0863 -0.1787 0.0279 0.696
Si -4.0313 -1.1798 0.3303 -0.008 -0.1657 0.6226
Si -1.642 1.6003 0.057 0.2392 -0.0207 0.7227
Si -3.8574 3.7944 -0.0039 -0.0839 0.1953 0.7295
Si -1.0524 6.591 -0.0124 -0.2148 0.0463 0.7197
Si -4.3266 -6.4808 0.1001 -0.0008 -0.2118 0.722
Si -1.2358 -4.509 0.1046 0.0013 0.2977 0.6987
Si 2.6927 -0.0379 1.3397 -0.0047 -0.0155 -0.0499
Si 5.3812 2.6956 1.4038 0.0025 -0.02 -0.03
Si 2.7313 5.469 1.3636 0.0025 0.0003 -0.0365
Si 5.4979 8.1899 1.3099 0.0142 -0.0069 -0.041
Si 2.695 -5.3933 1.3229 -0.0216 0.0101 -0.0407
Si 5.3371 -2.6801 1.4889 -0.0215 -0.0137 -0.0351
Si 8.1969 -0.0552 1.3263 -0.0223 0.0102 -0.0355
Si -5.4195 2.6506 1.3179 0.0037 -0.0077 -0.049
Si 8.1026 5.4659 1.3352 -0.0016 0.0084 -0.0497
Si -5.497 8.18 1.2922 -0.0057 0.0082 -0.0469
Si 8.2407 10.9264 1.3291 0.0022 0.0087 -0.0443
Si -5.3063 -2.7482 1.5029 0.0069 0.0141 -0.0269
Si -2.6519 0.1324 1.5841 0.0271 0.0391 -0.0269
Si -0.0028 2.7825 1.2673 0.002 0.0251 -0.0532
Si -2.6883 5.4237 1.2542 0.0145 0.0027 -0.0442
Si 0.0248 8.1356 1.3883 -0.008 0.0041 -0.0419
Si -2.7473 -5.5179 1.5383 -0.0114 -0.024 -0.0398
Si -0.0512 -2.7808 1.2607 -0.0091 -0.0139 -0.0448
Si 1.3347 1.3795 2.6404 -0.0008 0.0019 0.0098
Si 4.0177 4.0514 2.7441 0.0034 0.0045 0.016
Si 1.4095 6.8281 2.7486 0.0094 -0.0025 0.0222
Si 4.0902 9.5436 2.6433 -0.0096 -0.0107 0.0011
Si 1.3166 -4.0738 2.7166 0.0025 0.0012 0.0233
Si 4.0088 -1.3229 2.8249 -0.0181 0.0124 0.0281
Si 6.8541 1.3695 2.6921 -0.0073 -0.0215 0.0086
Si 9.5068 4.0611 2.6234 0.0162 0.0045 0.0053
Si 6.7912 6.8218 2.7436 -0.0043 0.0156 0.0316
Si 9.5334 9.5381 2.7403 -0.006 -0.0071 0.0234
Si 6.8026 12.2367 2.6857 0.0179 0.0047 -0.0008
Si -6.804 -1.4081 2.7477 0.0006 -0.0115 0.0277
Si -4.1071 1.4206 2.8482 -0.0132 0.0071 0.0426
Si -1.3523 4.1058 2.6977 0.0027 -0.0043 0.0202
Si -4.0834 6.7935 2.6031 0.0063 0.01 -0.003
Si -1.3729 -6.9092 2.7947 0.0098 -0.0063 0.0244
Si -4.0053 -4.0868 2.8796 -0.0053 0.0096 0.029
Si -1.2925 -1.3775 2.7259 0.02 -0.0086 0.0146
Si 0.0381 0.0072 4.0672 -0.0045 0.0074 -0.0084
Si 2.6733 2.6969 4.0813 -0.0056 -0.0027 0.0014
Si 0.0136 5.45 4.0712 -0.0117 -0.0103 -0.0226
Si 2.7638 8.1968 4.0716 -0.0075 -0.0004 0.0023
Si -0.0108 -5.4648 4.0852 0.0094 0.018 -0.0263
Si 2.6632 -2.7255 4.1237 -0.0145 0.0045 -0.0134
Si 5.4609 0.0306 4.0809 0.001 -0.0101 -0.0218
Si 8.1762 2.737 4.0588 0.0023 -0.0149 0.0034
Si 5.4166 5.4347 4.0665 0.002 0.0131 -0.017
Si 8.1601 8.1781 4.0928 0.004 -0.0026 -0.0196
Si 5.4428 10.8762 4.044 -0.0084 0.0083 -0.0116
Si 8.1463 -2.7479 4.0933 0.0219 -0.0016 0.0009
Si -5.4667 -0.0104 4.116 0.0002 0.0036 -0.0174
Si -2.7039 2.782 4.122 0.0066 -0.0058 -0.0044
Si -5.4372 5.4316 3.9882 -0.0158 -0.0002 -0.008
Si -2.7614 8.0803 4.096 0.003 -0.014 0.0066
Si -5.4277 -5.4592 4.138 0.0014 -0.0305 -0.0059
Si -2.654 -2.6857 4.1473 -0.0089 0.0036 0.0052
Si 1.3393 -1.3659 16.2642 -0.0014 0.005 0.0048
Si 4.122 1.3706 16.2677 -0.0119 -0.004 0.0104
Si 1.3191 4.0453 16.2707 0.0026 0.0008 -0.022
Si 4.0668 6.7877 16.2953 0.0206 0.0052 0.0139
Si 1.3839 -6.7912 16.2994 0.0006 -0.0121 -0.0099
Si 4.0883 -4.0883 16.3532 -0.0063 0.0064 0.0001
Si 6.7877 -1.3817 16.3147 0.0019 0.0012 -0.0016
Si -6.7959 1.3661 16.3639 -0.0042 0.0251 0.0195
Si 6.8539 4.1188 16.2797 -0.0022 0.0055 -0.0155
Si -6.8 6.8141 16.3598 0.0027 -0.0079 -0.0024
Si 6.7962 9.5172 16.346 0.006 -0.0061 0.0115
Si -6.7993 -4.0766 16.3472 0.0003 0.0038 0.0168
Si -4.073 -1.3362 16.365 -0.001 -0.0001 -0.0057
Si -1.3755 1.3347 16.32 -0.0031 -0.0051 0.0116
Si -4.1008 4.0716 16.2614 0.0016 -0.0115 -0.0056
Si -1.336 6.8105 16.313 -0.0064 0.0019 0.0118
Si -4.0803 9.5062 16.3049 0.0124 0.0027 -0.0105
Si -1.3889 -4.0854 16.3472 0 -0.0021 0.0158
Si 2.7414 -0.013 17.5641 0.0047 -0.0051 -0.0393
Si 5.5076 2.7558 17.5932 -0.0103 -0.0087 -0.0388
Si 2.6913 5.381 17.5948 -0.0014 0.01 -0.0285
Si 5.399 8.1509 17.6762 0.0053 0.0165 -0.0329
Si 2.7024 -5.4374 17.7015 -0.0037 -0.008 0.0041
Si 5.458 -2.735 17.718 0.0107 0.0195 -0.0114
Si 8.1407 -0.0403 17.6788 0.0009 0.0093 -0.0291
Si -5.4461 2.7946 17.7014 -0.0185 0.0024 -0.0443
Si 8.1729 5.4417 17.7233 -0.005 -0.0154 -0.0001
Si -5.4369 8.1968 17.7027 0.001 0.0131 -0.0045
Si 8.168 10.8755 17.7175 -0.0189 -0.017 -0.047
Si -5.4306 -2.7114 17.7061 -0.0064 0.0058 -0.0169
Si -2.7347 0.0416 17.7511 -0.0248 -0.0127 -0.0067
Si -0.0115 2.6842 17.6632 0.014 0.0153 -0.0122
Si -2.7216 5.4004 17.5915 0.011 0.0018 -0.0471
Si 0.0571 -8.1463 17.6669 -0.0029 -0.0122 -0.0291
Si -2.7236 -5.5107 17.6968 0.0182 0.0036 -0.0203
Si -0.0408 -2.6674 17.6625 0.0051 0.0166 -0.0367
Si 1.417 1.3342 18.9437 0.0046 -0.012 0.062
Si 4.0755 4.0381 18.9202 0.0208 -0.02 0.0579
Si 1.3625 6.7141 18.9819 -0.0216 -0.0074 0.0336
Si 4.0257 -6.8144 19.0707 0.0194 -0.0117 0.0513
Si 1.3364 -4.0285 18.999 -0.0069 0.0115 0.0554
Si 4.0665 -1.338 18.9835 -0.0129 0.0029 0.0487
Si 6.8454 1.4263 18.9809 0.0274 -0.0023 0.0312
Si -6.7493 4.178 19.1445 0.0172 0.0007 0.0524
Si 6.7567 6.7662 19.0369 -0.0214 0.0178 0.048
Si -6.7838 9.5263 19.1175 -0.0021 0.0136 0.0771
Si 6.8068 -4.0871 19.1096 0.006 -0.0021 0.0631
Si 9.4892 -1.3873 19.0781 0.0077 -0.0028 0.0227
Si -4.1125 1.4323 19.0836 -0.0058 0.0066 0.0468
Si -1.4288 4.0058 18.9864 -0.0123 -0.0026 0.0559
Si -4.0195 6.8112 18.9418 0.0024 -0.0111 0.0648
Si -1.2627 -6.7872 19.0705 -0.0007 0.0281 0.0466
Si -4.1054 -4.149 19.0282 -0.0047 0.0005 0.0328
Si -1.3825 -1.3238 19.1091 0.0183 -0.0207 0.0307
Si 0.3013 -0.1872 20.3083 -0.2343 0.1077 -0.7071
Si 3.0156 2.4424 20.2608 -0.1377 0.1209 -0.77
Si -0.2145 5.5128 20.2422 0.2237 -0.1072 -0.7222
Si 2.9033 7.845 20.3098 -0.1457 0.2204 -0.7178
Si -0.2119 -5.0986 20.3825 0.1201 -0.2536 -0.7117
Si 2.4693 -2.4587 20.3003 0.2441 -0.112 -0.7506
Si 5.242 0.2705 20.2048 0.0432 -0.0981 -0.681
Si 8.4456 2.508 20.3524 -0.135 0.1367 -0.6956
Si 5.1224 5.6078 20.2754 0.2409 -0.1154 -0.7137
Si 7.8765 8.3718 20.3101 0.2012 -0.1951 -0.7618
Si 5.6433 -5.7022 20.366 -0.2413 0.2211 -0.7527
Si 8.4087 -2.9804 20.4571 -0.1986 0.1455 -0.735
Si -5.7012 0.2437 20.3192 0.1257 -0.1017 -0.7316
Si -3.0349 3.0416 20.4379 0.193 -0.2303 -0.715
Si -5.1477 5.4249 20.4328 -0.3073 0.0995 -0.6729
Si -2.3462 -8.5061 20.2134 -0.1088 0.1898 -0.7363
Si -5.6562 -5.2063 20.4754 0.1037 -0.1816 -0.6928
Si -2.5471 -2.9925 20.3049 -0.0615 0.2213 -0.708
Si 6.1069 3.2647 -5.211 -0.0059 -0.0512 0.0606
Si 2.4465 2.4678 -2.1303 0.0447 -0.039 0.127
Si -3.0478 -7.7699 -5.0461 -0.1434 -0.0181 -0.0639
Si 0.2502 -6.0964 23.2674 -0.1641 0.0552 -0.099
Si 7.6148 3.0578 23.2947 0.027 -0.0881 -0.1121
Si 2.6436 -7.7674 23.2748 0.0019 -0.0742 -0.1713
Si 5.7394 5.3204 23.2198 -0.057 0.0008 -0.1713
Si 3.7728 -2.9427 23.1013 -0.0309 0.1684 -0.0173
Si 3.1496 2.5367 -5.1829 -0.0656 -0.0988 0.0824
Si 1.2294 3.7953 22.4894 0.0001 -0.1182 -0.1953
Si -8.09 -2.4556 -2.0067 -0.0085 0.0479 0.1701
Si -2.5772 -2.8101 -1.938 -0.0016 -0.0667 0.0554
Si -3.1775 2.8611 23.4019 0.0203 -0.0515 -0.03
Si 0.4658 0.9884 23.1632 0.0596 0.0005 -0.0141
Si -5.1866 5.715 -2.0887 -0.053 -0.0051 0.0734
Si -6.467 2.5546 -3.9979 -0.1161 -0.0308 -0.0319
Si -2.1122 0.2249 24.2735 -0.1405 -0.0864 0.0458
Si -5.724 6.8643 23.293 0.1243 0.0462 -0.1012
Si 3.0475 -7.8101 -2.0785 0.0479 0.0408 0.2097
Si -4.068 1.2009 -4.1343 0.119 -0.035 0.0307
Si 7.8753 7.4693 23.2624 -0.0463 -0.1115 -0.0832
Si -3.911 -1.234 22.4607 0.0461 0.028 -0.0577
Si 6.8099 -4.0276 -4.3121 -0.1451 -0.0908 0.063
Si 4.7387 -5.5881 23.3554 -0.0569 -0.036 -0.1023
Si 7.2877 2.8728 -2.5789 0.0367 -0.1002 0.0298
Si -4.7827 -6.4077 23.3197 -0.0767 -0.0595 -0.0177
Si 0.1664 0.2587 -2.1087 0.0129 -0.0561 0.1295
Si 2.9159 -7.9184 -5.0852 0.0824 0.0712 -0.0942
Si -2.2969 -7.8906 23.1101 -0.0633 0.0418 -0.0427
Si -2.9518 8.0022 -2.0138 0.0023 -0.0312 0.1114
Si -7.6415 0.5213 -2.6838 -0.0647 -0.0669 0.0756
Si -3.9827 -1.7314 -4.1578 -0.0355 0.0284 -0.0252
Si -5.92 5.0567 -5.1472 0.0833 -0.0636 0.0178
Si 6.515 -1.582 22.4642 0.0331 0.0019 -0.1009
Si 5.2915 -5.5447 -2.0871 0.0265 0.0307 0.0799
Si -1.0558 -1.5233 -4.1291 -0.1049 -0.0371 0.0714
Si 1.3554 -1.3404 5.4784 0.0008 -0.0088 0.0145
Si 4.0823 1.3738 5.4363 0.0029 -0.0049 0.0001
Si 1.3424 4.0734 5.4412 -0.0041 -0.0016 0.0126
Si 4.0858 6.8072 5.4366 0.0005 -0.0042 0.0042
Si 1.379 9.527 5.4373 -0.0068 -0.0092 0.0106
Si 4.0784 12.2328 5.4233 -0.0047 -0.0044 0.0016
Si 6.7943 -1.3607 5.4365 -0.0032 0.0099 0.0048
Si 9.5065 1.3714 5.4489 0.0019 -0.0022 0.0083
Si 6.8002 4.0871 5.4171 -0.0074 0.0023 0.005
Si 9.5362 6.7883 5.3996 0.0096 -0.002 0.002
Si 6.7885 9.5278 5.4383 0.0063 -0.0033 0.0073
Si 9.5118 12.2267 5.4616 -0.0021 0.0039 0.0068
Si -4.0726 -1.3484 5.4625 -0.0093 -0.0008 0.0131
Si -1.351 1.3618 5.4267 0.0041 -0.01 0.0045
Si -4.0905 4.1261 5.4387 0.0072 0.0096 0.0069
Si -1.3644 6.7709 5.4507 0.0004 -0.0056 0.0091
Si -4.0759 -6.8384 5.4635 0.001 0.0063 0.0093
Si -1.3321 -4.0904 5.4748 0.0091 -0.0026 0.0037
Si 2.7407 0.0061 6.8134 0.005 -0.0037 0.0025
Si 5.4409 2.7346 6.7918 -0.0043 0.0036 0.0018
Si 2.7145 5.4425 6.7865 -0.0036 -0.0007 0.0045
Si 5.4449 8.1587 6.8019 -0.0079 -0.0017 0.0015
Si 2.7313 10.8806 6.8046 -0.0024 0.0039 -0.002
Si 5.4328 -2.7218 6.792 0.0066 -0.0018 0.0008
Si 8.1489 0.0029 6.8008 0.0035 0.0003 0.0048
Si 10.8808 2.7359 6.79 0.0006 -0.004 0.0004
Si 8.1692 5.4416 6.7745 -0.0007 -0.0011 -0.0024
Si 10.8728 8.1355 6.8068 0.0146 -0.0046 -0.0007
Si 8.1473 10.8755 6.8131 -0.0005 0.0003 0.005
Si 10.8823 -2.7239 6.8044 0.0032 0.0018 0.0024
Si -2.7135 0.0167 6.806 -0.0053 0.0003 0.0014
Si -0.0027 2.7128 6.8078 0.0017 0.0082 -0.0015
Si -2.7263 5.4429 6.8271 0.0051 0.004 0.0027
Si 0.0024 8.1598 6.7844 -0.0047 -0.0026 0.0023
Si -2.715 -5.4551 6.8068 -0.0052 -0.0046 0.0026
Si 0.0064 -2.7149 6.8309 -0.0026 0.0113 0.0044
Si 1.3684 1.3614 8.1655 -0.0027 0.005 -0.0071
Si 4.08 4.0902 8.1525 0.008 0.0063 -0.0023
Si 1.3563 6.7995 8.151 -0.0063 -0.0089 -0.0055
Si 4.084 9.5162 8.1628 -0.0013 -0.0018 -0.0031
Si 1.3748 -4.0789 8.1714 0.01 0.0129 -0.0025
Si 4.0877 -1.364 8.1689 -0.001 0.0063 0
Si 6.7915 1.364 8.1577 -0.0091 -0.0074 -0.0016
Si 9.5163 4.0848 8.1531 0.0053 0.0068 -0.0105
Si 6.8138 6.7986 8.1489 0.0027 0.0077 -0.003
Si 9.516 9.5106 8.1602 -0.0088 -0.011 -0.004
Si 6.7931 -4.0748 8.1618 -0.0028 -0.0032 -0.0038
Si 9.5186 -1.357 8.1559 0.0004 0.0073 -0.0012
Si -4.0795 1.3755 8.1548 0.0105 -0.0022 -0.0002
Si -1.3641 4.0706 8.1688 -0.0199 -0.0189 0.0012
Si -4.0814 6.8038 8.1808 0.0057 0.0005 0.0014
Si -1.3507 -6.8065 8.163 0.0105 0.0083 -0.0014
Si -4.0809 -4.0902 8.16 -0.0043 -0.005 0.0002
Si -1.3677 -1.3562 8.1711 -0.0054 -0.0126 -0.0027
Si 0.0024 0.0001 9.5227 0.0037 -0.0038 -0.0032
Si 2.7268 2.7251 9.5198 0.0022 -0.0028 -0.0034
Si -0.0017 5.4424 9.5169 0.0005 0.0042 -0.0063
Si 2.7184 8.1567 9.5148 0.0011 0.0008 -0.0035
Si 0.0055 -5.4416 9.5215 -0.0031 0.0004 -0.0055
Si 2.7273 -2.7202 9.5304 0.0018 -0.0094 0.0003
Si 5.4457 -0.0004 9.5258 -0.0021 -0.003 0.0023
Si 8.1586 2.722 9.5138 0.0003 -0.0047 -0.002
Si 5.4463 5.4443 9.5096 -0.0058 -0.0008 -0.0024
Si 8.1618 8.1557 9.522 0.0012 -0.0023 0.0017
Si 5.4399 -5.4392 9.5213 0.001 0.0012 -0.0004
Si 8.1603 -2.7187 9.5195 -0.003 0.0018 -0.002
Si -5.4396 0.0057 9.5089 0.0035 0.0059 -0.0027
Si -2.7217 2.7171 9.528 -0.0009 0.0032 0.0031
Si -5.4455 5.438 9.5238 0.0047 -0.0034 0.0022
Si -2.7188 -8.1528 9.5303 -0.0048 -0.0018 0.003
Si -5.4442 -5.4431 9.5213 0.0057 0.0005 -0.0022
Si -2.7255 -2.726 9.5216 -0.0028 0.0107 0.0017
Si 1.3571 -1.3647 10.8814 0.0023 -0.002 -0.0028
Si 4.0821 1.3585 10.8822 -0.004 -0.0021 0.0014
Si 1.3634 4.0851 10.8745 -0.0034 -0.0006 -0.0007
Si 4.088 6.8047 10.8718 0.005 0.0007 0.0002
Si 1.3625 9.5159 10.879 0.0021 0.0004 -0.0008
Si 4.0835 -4.0835 10.8864 0.0004 0.0032 0.0015
Si 6.8078 -1.3604 10.886 0.0018 0.0083 0.0014
Si 9.5225 1.3623 10.8735 0.0064 -0.0051 0.0045
Si 6.7986 4.0809 10.8739 -0.003 0.0089 -0.001
Si 9.5209 6.8007 10.8855 0.0039 -0.0013 0.0011
Si 6.8063 9.5242 10.8759 -0.0036 -0.0044 -0.0014
Si 9.5175 -4.0793 10.8847 -0.0069 -0.0009 0.0026
Si -4.0897 -1.3629 10.8715 -0.0013 -0.0027 0.0008
Si -1.3612 1.3552 10.8831 -0.0084 -0.0019 -0.0003
Si -4.0841 4.0775 10.8781 0.0034 -0.0091 -0.0007
Si -1.362 6.7999 10.8832 -0.0047 -0.0005 0.002
Si -4.0808 -6.7915 10.8883 0.0004 0.0042 0.0022
Si -1.3605 -4.0837 10.8811 0.0078 -0.0003 0.001
Si 2.7189 -0.0085 12.2353 -0.006 -0.0038 0.0021
Si 5.4468 2.7177 12.2391 -0.0051 -0.0106 0.0045
Si 2.7294 5.444 12.2294 0.0066 0.0048 -0.0005
Si 5.447 8.1684 12.232 0.0062 0.0121 -0.0004
Si 2.7212 10.8737 12.2405 0.0016 -0.0039 0.0083
Si 5.4475 -2.7264 12.2416 -0.0051 -0.0055 0.0065
Si 8.1756 -0.0023 12.2408 0.0016 0.006 0.0036
Si 10.8826 2.7185 12.2382 0.0041 0.0106 0.0027
Si 8.1569 5.4392 12.2364 0.0007 -0.0031 0.0075
Si 10.8779 8.1676 12.2445 0.0002 -0.0066 0.0089
Si 8.1619 10.8765 12.2474 -0.0075 -0.0026 0.0038
Si 10.8738 -2.7127 12.2457 0.0049 0.0088 0.0053
Si -2.7269 -0.0135 12.2317 0.0038 -0.006 0.0047
Si -0.0007 2.7253 12.2307 0.0088 0.0033 0.0078
Si -2.7292 5.4376 12.2351 -0.0096 -0.0066 0.0009
Si -0.0034 8.1648 12.2398 -0.0024 -0.0041 0.0011
Si -2.7237 -5.4307 12.2518 0.0019 0.0032 0.0052
Si -0.0001 -2.7271 12.2426 -0.0041 0.0055 0.0056
Si 1.3554 1.356 13.5818 -0.0078 0.0001 0.0003
Si 4.0878 4.0852 13.5922 -0.0017 0.0061 0.0029
Si 1.3648 6.802 13.5842 0.002 0.0079 -0.0006
Si 4.093 9.5249 13.5979 0.0048 -0.006 -0.001
Si 1.359 -4.092 13.6011 0.0034 -0.0042 0.0047
Si 4.0775 -1.374 13.5943 -0.0025 0.0039 0.0029
Si 6.8171 1.3573 13.5933 0.0015 -0.0021 -0.0009
Si 9.5217 4.0819 13.5923 -0.0022 -0.0063 0.0074
Si 6.8098 6.8157 13.5918 -0.0021 -0.0039 -0.0012
Si 9.5205 9.5215 13.6174 0.0045 0.0026 0.0001
Si 6.8021 -4.0852 13.609 0.0032 0.0062 0.0004
Si 9.5262 -1.3536 13.6236 -0.0054 0.0029 -0.0009
Si -4.083 1.3455 13.5922 0.0027 -0.0053 0.0016
Si -1.37 4.0772 13.5907 -0.0011 0.0005 -0.005
Si -4.0846 6.8007 13.5947 0.0056 -0.0016 -0.0039
Si -1.3621 9.5251 13.6072 -0.0018 -0.0017 0.0027
Si -4.0878 -4.0668 13.6107 -0.0013 0.0061 0.0026
Si -1.3758 -1.3756 13.5956 -0.0025 0.001 -0.0001
Si -0.0198 -0.0015 14.9314 0.0044 -0.0036 -0.016
Si 2.7218 2.7116 14.9332 0.0027 -0.0067 -0.0122
Si -0.005 5.4449 14.9335 -0.0058 0.0055 -0.0176
Si 2.7279 8.1619 14.9395 -0.0031 -0.0064 -0.0166
Si -0.0096 -5.4309 14.976 -0.0105 -0.0001 -0.0103
Si 2.7254 -2.7427 14.9619 0.0113 0.0052 -0.0091
Si 5.4548 -0.0168 14.9332 0.0043 0.0062 -0.0163
Si 8.1839 2.711 14.9584 0.0051 -0.0121 -0.0148
Si 5.4551 5.456 14.9424 -0.0029 0.001 -0.0169
Si 8.1595 8.1619 14.9827 -0.0098 0.0069 -0.0085
Si 5.4441 10.8788 14.9789 0.0015 -0.011 -0.0066
Si 8.1647 -2.7304 14.9692 0.0023 0.0019 -0.004
Si -5.4329 0.0133 14.9909 0.0003 -0.0012 0.0026
Si -2.7239 2.7011 14.9455 0.0111 0.0055 -0.0105
Si -5.4596 5.4593 14.955 -0.0093 0.004 -0.0199
Si -2.7185 8.1484 14.9549 -0.0051 -0.0072 -0.0136
Si -5.4407 -5.4296 14.9734 -0.0069 0.0082 -0.009
Si -2.7347 -2.7133 14.9864 0.0099 0.0078 -0.0036
O -0.0697 0.5631 21.6986 -0.2366 0.2076 0.0653
O 6.426 6.7754 23.2399 -0.439 0.5144 0.1744
O 1.3613 -1.3475 20.7388 -0.0753 -0.0326 0.4374
O -2.7581 4.3541 23.8435 0.3643 0.0347 -0.2782
O 2.9854 -3.0812 21.7017 -0.2575 -0.5797 0.0315
O -7.007 -3.3107 -1.1693 0.2912 -0.0427 -0.4439
O 4.0538 6.7621 20.7321 -0.06 0.0803 0.641
O 1.5841 -6.7314 23.8841 0.1476 -0.0334 0.7903
O 2.7146 -2.6971 -0.491 0.0756 0.1847 -0.1423
O -3.5144 -7.0601 -1.1806 -0.0929 0.3331 -0.5243
O -2.7579 2.6752 -0.5002 0.0778 -0.0122 -0.3008
O -2.9502 -7.9906 21.6307 -0.3121 0.0795 -0.0869
O 7.8271 3.1724 21.6976 0.0222 0.1468 -0.0427
O -3.3575 -2.4888 21.6223 -0.3334 -0.1346 0.1231
O -2.1811 -4.1777 -1.1961 -0.1276 -0.0628 -0.3363
O 6.9588 -2.0612 -1.1005 -0.005 -0.4448 -0.2811
O 5.4079 -0.0145 -0.3911 0.1415 -0.0245 -0.3119
O 7.0734 3.5185 -1.1417 0.254 0.0165 0.1136
O -6.8089 1.3473 20.8292 -0.1827 -0.1903 0.5382
O 7.7736 -3.3398 -3.2431 0.5288 0.0161 0.0082
O 8.1596 -8.1369 -0.519 0.0149 0.146 -0.5625
O -0.0699 -5.5389 -0.4195 -0.031 -0.0105 -0.4241
O -2.5216 -1.3759 -4.8149 -0.088 0.362 -0.2655
O -2.5628 2.544 21.9265 0.311 -0.1463 0.2386
O 6.7622 -6.8313 20.6974 0.0889 0.1204 -0.0713
O 5.3874 5.4331 -0.4405 -0.0415 -0.049 -0.4681
O 4.5092 0.4279 23.8949 -0.1837 0.0501 -0.2748
O -4.5673 -1.7443 23.8408 -0.5074 -0.5233 -0.2727
O 2.3958 3.1282 21.593 0.3764 0.373 0.2717
O -6.5113 6.2854 -1.3514 -0.372 -0.0591 -0.5496
O -5.5917 -7.8219 23.3609 -0.0621 0.2192 -0.0655
O -4.6113 4.4261 -1.3023 -0.2417 -0.2864 -0.2032
O -2.6109 4.4998 -5.0634 -0.1077 0.115 0.4145
O 3.1255 -1.8149 24.0606 -0.1617 -0.1015 0.56
O 6.7805 1.7277 23.5858 -0.1604 -0.1488 -0.1105
O 4.0893 -7.0647 23.3551 0.4097 -0.3812 0.0378
O 7.2128 1.2339 -2.5548 -0.574 -0.2972 -0.1992
O -1.4058 -4.056 20.8072 0.0065 0.0793 0.3488
O 3.6533 7.2364 -1.2913 -0.2646 -0.1699 -0.3097
O 1.9605 0.473 23.4478 0.1487 -0.2757 -0.3583
O -0.5041 0.3159 24.2709 0.3209 -0.3647 0.4657
O 5.3112 -2.5969 22.7592 0.1751 -0.1324 0.24
O 0.0637 5.495 -0.5321 0.2158 0.0037 -0.6122
O -6.3031 0.7157 24.2159 0.0207 -0.1003 -0.6777
O -4.9716 -5.8049 21.8269 0.304 -0.1075 0.0087
O 7.7803 -2.359 21.8363 0.1632 -0.0702 0.4904
O -5.5214 6.2403 21.7986 -0.0835 -0.0068 -0.0172
O 6.7671 4.2862 23.8719 0.0447 0.1552 0.9015
O -7.2875 3.1307 24.0355 0.0177 0.2949 0.0553
O -6.8524 1.2505 -1.4573 -0.0681 0.2317 -0.2354
O -3.2812 -6.8152 23.8029 0.0643 0.0571 0.5639
O -2.2402 6.9759 23.7926 0.56 -0.22 0.138
O -4.3349 -0.2731 -3.4922 -0.3675 -0.1307 0.2886
O 4.6461 -4.3262 -1.2463 -0.049 0.2339 -0.2869
O 6.544 -6.199 -1.3003 0.1013 -0.1814 -0.1859
O 4.1321 1.3472 20.7652 0.0914 -0.3019 0.396
O -1.6272 7.3819 -1.3216 0.2115 0.0529 -0.0334
O -0.17 -4.9351 24.2867 0.3514 0.3128 -0.0712
O -7.9646 7.8207 21.7565 0.4808 -0.0213 0.1498
O 3.7415 -4.3941 23.8191 -0.0791 -0.0708 0.3511
O -5.0469 -2.4008 -5.1956 -0.6044 0.1343 0.1966
O -0.3458 -0.1744 -3.5828 0.0246 0.2089 -0.564
O 0.29 4.7277 21.5716 -0.0136 -0.1387 0.3347
O 6.0193 -0.4396 21.4363 0.3989 -0.023 -0.0969
O -1.2548 -2.406 -2.7788 0.3786 -0.0169 0.2915
O -2.5819 1.8924 -4.1551 0.3531 -0.004 0.4164
O -6.7767 -4.0799 20.9115 0.0743 0.0723 0.4129
O 4.3961 5.3058 24.0827 0.201 -0.4926 0.3257
O 2.5965 8.0596 -3.5479 -0.3161 -0.4073 -0.0373
O 2.9236 2.842 -3.6172 0.0098 0.5025 0.115
O 3.6695 1.7803 -1.315 0.193 -0.0819 -0.2369
O 6.0201 -2.8905 -5.1425 0.0047 0.5933 -0.0949
O -7.4967 -1.0636 -2.5736 0.1405 0.0001 -0.3477
O -3.0137 -1.7369 -0.8153 0.6275 0.2106 -0.24
O 7.7213 -7.5571 24.1915 0.4538 0.2927 -0.0682
O -4.62 -7.4138 -5.2401 -0.2016 0.0864 0.1023
O 2.2368 -8.0228 21.725 -0.5119 0.2421 -0.0304
O 1.208 1.4616 -2.2521 -0.2536 0.1268 0.0145
O -7.0433 1.0318 -4.1105 -0.1637 -0.4314 -0.6847
O -5.2041 -0.2162 -0.2706 0.0936 -0.2217 -0.3745
O -5.4884 5.3465 -3.6196 -0.1012 -0.126 0.0594
O 2.6149 7.2058 24.135 -0.2117 0.1083 0.3351
O 0.5087 -5.5163 21.7802 0.463 0.1747 0.0708
O -7.2311 6.5363 23.8028 -0.0066 -0.3658 0.4822
O -2.6574 -0.2807 22.8269 0.2404 -0.0028 -0.5672
O 1.8812 4.7397 23.5885 -0.1918 0.0732 0.3346
O -5.0209 -0.4296 21.6289 -0.1194 -0.016 0.1825
O -1.092 0.7712 -1.2312 -0.2018 -0.4043 -0.057
O -2.6275 -7.8091 -3.4967 0.4276 -0.0814 -0.1284
O 1.937 3.7904 -1.3439 0.0778 0.1969 -0.3647
O -3.8096 -2.8498 -2.9845 -0.4512 -0.406 0.1456
O 5.1524 -5.2187 21.8336 -0.235 0.4368 0.2423
O 0.9174 -0.9606 -1.3489 -0.1076 -0.1959 -0.581
O -4.9824 2.3099 -3.3862 0.2679 0.3327 0.1246
O 0.4073 2.6089 23.2219 -0.321 0.3051 0.5647
O 5.7884 -5.0142 -3.5266 -0.0112 -0.3236 -0.0245
O 5.5048 4.8815 21.6799 -0.125 -0.7594 0.1469
O 6.8597 -0.8277 23.8522 0.3855 -0.2865 0.3056
O 1.7707 -7.2303 -1.2784 -0.197 -0.0282 -0.4503
O -1.2639 6.6789 20.6999 -0.1196 0.0744 0.1303
O 6.1782 3.4171 -3.6075 -0.6138 0.3276 0.3558
O -4.0719 6.8616 -2.0496 -0.0584 0.1121 0.1917
O -5.3826 -5.3361 -0.4479 0.1246 0.119 -0.4912
O -7.5529 3.3462 -3.0844 0.2367 0.5634 0.2891
O -0.8216 -7.288 23.1262 0.1856 -0.4032 0.0229
O -4.7964 2.7426 23.3695 -0.2135 -0.0219 -0.4953
O 4.1694 -6.6743 -2.2595 0.0555 -0.0259 -0.1915
O -4.0784 4.25 20.8166 -0.0367 -0.0296 0.365

Results
total energy: -82022.136 eV
total energy less fixed offsets of O -438.25, Si -107.07 eV per atom: -0.456 eV
